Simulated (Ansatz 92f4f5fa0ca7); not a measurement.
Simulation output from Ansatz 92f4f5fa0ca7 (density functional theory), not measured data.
Periodic cell of 130 atoms, Si86O44, from a study of silicon, its oxide and their interface. The atomic structure is a simulated model.

Settings: functional r2SCAN; potential files Ansatz norm-conserving; basis plane waves; wave-function cutoff 1300 eV; density cutoff ratio 4; exchange-correlation grid ratio 1; k mesh 2 x 2 x 1, shifted by 0.5 0.5 0.5 of a step; self-consistency stop 5e-08 eV per atom in the density residual; occupations Fermi-Dirac, 0.05 eV; spin none; net charge 0.

Cell vectors (angstrom)
a	10.88	0	0
b	0	10.88	0
c	0	0	19.0752

Atoms: element, x, y, z (angstrom)
Si	0.2192	-0.6097	-0.093
Si	2.9365	2.4098	-0.101
Si	-0.0906	5.5062	-0.0855
Si	2.548	8.1793	-0.2087
Si	5.3443	0.3454	-0.3018
Si	7.9506	3.2911	0.023
Si	5.5438	5.2278	0.1462
Si	8.6002	7.6988	0.2115
Si	1.3153	1.1984	1.1262
Si	3.9857	3.992	1.3422
Si	1.4262	6.7402	1.2863
Si	4.1901	9.4788	1.0087
Si	6.9169	1.3839	1.1494
Si	9.6037	4.1349	1.4464
Si	6.8506	6.7212	1.4006
Si	9.6815	9.3082	1.492
Si	0.0309	2.5945	2.6005
Si	2.7691	-0.0858	2.5348
Si	0.1312	8.0193	2.8156
Si	2.6989	5.3861	2.6737
Si	5.4793	2.653	2.6229
Si	8.2085	-0.0505	2.569
Si	5.4651	8.1868	2.565
Si	8.2038	5.4261	2.8076
Si	1.3464	4.0036	3.9994
Si	4.0903	1.3021	3.9771
Si	1.4572	9.4941	4.0342
Si	4.1067	6.7969	3.9489
Si	6.7818	4.0363	4.0593
Si	9.506	1.3184	3.9698
Si	6.7993	9.5362	3.9609
Si	9.5592	6.765	4.1642
Si	0.0058	-0.0177	5.3216
Si	2.7555	2.7126	5.352
Si	0.0221	5.347	5.4408
Si	2.8042	8.1364	5.3719
Si	5.4408	-0.0219	5.3778
Si	8.1637	2.6859	5.3762
Si	5.4139	5.4345	5.3651
Si	8.1437	8.1936	5.387
Si	1.3457	1.3727	6.6577
Si	4.0731	4.0963	6.7821
Si	1.4347	6.7578	6.6933
Si	4.0999	9.5103	6.7654
Si	6.7434	1.4047	6.7373
Si	9.4873	4.0298	6.7842
Si	6.7612	6.8139	6.7191
Si	9.4956	9.5791	6.7328
Si	0.0173	2.6754	8.1025
Si	2.6923	0.0547	8.0275
Si	0.0546	8.1667	7.9552
Si	2.7346	5.4823	8.1985
Si	5.4044	2.7245	8.2051
Si	8.1112	0.1056	8.1138
Si	5.451	8.1598	8.1519
Si	8.0665	5.4285	8.09
Si	1.3054	4.0886	9.4664
Si	3.9046	1.3996	9.5263
Si	1.3696	9.5424	9.3186
Si	4.1265	6.8338	9.6334
Si	6.7582	4.1134	9.636
Si	9.5266	1.3986	9.5081
Si	6.7195	9.658	9.4428
Si	9.5166	6.8508	9.2221
Si	-0.2178	-0.3144	10.6768
Si	2.7695	3.0078	10.9841
Si	-0.2653	5.3652	10.6384
Si	2.8929	8.5127	10.7762
Si	5.0566	-0.1151	10.8355
Si	8.4731	3.0709	10.8428
Si	5.1566	5.1554	11.1347
Si	8.3738	8.4135	10.493
Si	9.1121	9.3128	16.9563
Si	7.1736	11.3114	16.1838
Si	10.6202	-2.5388	14.6999
Si	0.2561	0.307	13.7068
Si	-4.6477	-0.0052	13.5535
Si	1.4138	-4.1118	12.8903
Si	5.3608	8.337	14.6715
Si	7.8683	-2.4852	13.248
Si	4.0587	5.9731	13.8003
Si	9.328	2.5389	13.6303
Si	1.0756	3.593	16.7247
Si	9.1062	2.7798	16.4765
Si	12.261	2.8653	13.8458
Si	15.0966	17.5658	16.7197
O	2.6088	5.6966	-5.9454
O	1.4262	-1.5745	-0.7166
O	2.3154	2.9992	-1.5069
O	4.1362	1.4204	-0.6561
O	-1.2677	6.5892	-0.5067
O	0.5352	4.909	-1.5308
O	2.9054	7.2771	-1.5832
O	8.0938	-2.3211	-1.1102
O	6.0158	0.0721	-1.8109
O	10.0461	-0.4312	-1.3922
O	8.6747	3.7801	-1.4192
O	6.4827	3.9601	-0.2809
O	0.8422	7.2241	-4.7328
O	15.913	18.8855	-2.8583
O	-2.6372	2.5649	12.4272
O	-1.312	-1.4787	11.1303
O	4.0655	3.9754	10.894
O	0.263	6.0368	12.0393
O	-1.5013	4.4147	11.1421
O	1.9739	8.0467	12.0686
O	8.0981	10.0044	15.8939
O	3.9597	-1.2407	11.3973
O	4.0239	-5.1949	15.4181
O	11.3536	0.1917	12.1013
O	5.1799	5.2749	12.8346
O	6.6509	11.9053	14.7447
O	7.6866	7.651	11.8151
O	9.6625	11.8526	13.9877
O	9.3861	8.1551	13.6863
O	5.1767	9.8981	14.3268
O	5.0962	5.8652	17.783
O	11.2918	-1.0818	14.4857
O	-2.695	1.5029	16.822
O	4.3079	7.5804	13.6951
O	7.4893	9.9695	13.0495
O	1.6121	3.7964	15.1772
O	-9.4854	1.2963	14.3084
O	2.4425	2.9699	12.6217
O	-2.1118	3.2958	14.9642
O	6.8512	7.7694	14.3441
O	-0.7938	-2.6451	16.2194
O	10.7109	2.5276	16.6186
O	10.7727	3.1962	13.2267
O	5.5887	0.666	12.2326

Results
free energy: -30565.563 eV
free energy less fixed offsets of O -463.61, Si -117.95 eV per atom: -23.023 eV
pressure: -0.84 GPa
stress xx, yy, zz, yz, xz, xy (GPa, positive in tension): 0.27, -0.56, 2.8, 1.22, -0.88, -0.23

Forces (eV/angstrom), in the order of the atoms: element, x, y, z
Si	-0.1174	-0.0089	-0.8164
Si	0.1445	-0.109	-0.709
Si	-0.0715	0.2219	-0.6563
Si	-0.3187	0.0574	-0.6418
Si	-0.0543	0.1969	-0.6514
Si	-0.1731	0.2109	-0.5121
Si	0.1305	-0.1251	-0.7625
Si	-0.189	-0.1253	-1.0552
Si	0.0461	-0.1447	-0.1774
Si	-0.0014	-0.0524	-0.0693
Si	-0.2006	-0.0673	-0.3503
Si	-0.06	0.148	-0.2335
Si	0.1568	0.0278	-0.2771
Si	-0.0919	-0.0337	-0.4511
Si	0.1289	-0.08	-0.206
Si	-0.0995	0.0443	-0.0204
Si	0.0536	0.0295	-0.0617
Si	0.0313	-0.0764	-0.2038
Si	0.0935	-0.1393	0.1227
Si	0.0217	-0.0202	0.0677
Si	0.1245	0.0451	0.0247
Si	-0.1253	0.0434	-0.1687
Si	-0.09	-0.0161	-0.0447
Si	0.0187	0.0615	0.1867
Si	-0.0631	0.0771	0.0019
Si	0.0067	0.0156	-0.1685
Si	0.0166	-0.0725	-0.0611
Si	0.0037	-0.0221	-0.056
Si	0.1063	-0.0674	-0.2036
Si	0.0414	-0.0606	0.0707
Si	0.0693	-0.029	0.0851
Si	-0.007	0.0511	-0.0373
Si	-0.0404	0.0288	0.0037
Si	0.0138	0.014	0.0247
Si	-0.047	-0.0724	-0.0083
Si	-0.0351	0.0277	0.0345
Si	0.0432	0.0006	-0.0636
Si	-0.0403	0.0117	-0.0235
Si	0.0439	0.0893	0.0701
Si	0.0447	-0.0044	0.0354
Si	0.0064	0.0323	0.0346
Si	-0.0289	-0.0036	0.1852
Si	-0.0288	0.0462	0.1018
Si	0.0081	-0.0846	0.0725
Si	0.1197	-0.0476	0.109
Si	-0.0308	0.0078	0.098
Si	-0.0405	-0.0305	0.0103
Si	0.0113	0.0524	0.065
Si	-0.0083	0.0317	-0.082
Si	0.0198	-0.0107	-0.0421
Si	-0.0251	-0.0103	-0.1887
Si	0.1641	-0.0224	-0.0415
Si	-0.0781	0.2112	0.0923
Si	0.0915	0.0253	-0.1854
Si	-0.0503	-0.0594	0.0766
Si	0.0343	-0.1765	0.0122
Si	-0.0988	0.0317	0.3787
Si	-0.1389	0.1113	0.1583
Si	0.0627	-0.1145	0.1259
Si	0.009	-0.0427	0.4708
Si	-0.0109	0.0046	0.1154
Si	-0.0073	-0.0521	0.2451
Si	-0.0806	0.0002	0.3824
Si	0.0641	0.0244	0.1996
Si	-0.141	-0.0241	1.0316
Si	0.1617	0.1199	0.4126
Si	-0.3896	0.2008	0.6858
Si	-0.0518	0.2426	0.736
Si	0.0145	-0.1499	0.8551
Si	0.1248	0.1662	0.9035
Si	-0.346	0.027	0.2749
Si	0.1365	-0.13	0.84
Si	0.0105	-0.0853	-0.1794
Si	-0.0277	0.2121	-0.0518
Si	-0.0569	0.2511	-0.0225
Si	0.023	-0.1168	0.288
Si	-0.0091	-0.0653	0.1978
Si	-0.0517	-0.0303	0.0165
Si	-0.2019	0.0735	-0.1626
Si	0.0546	-0.1405	0.2534
Si	-0.0645	0.4056	-0.1343
Si	-0.1029	-0.0469	0.101
Si	-0.0081	-0.0583	-0.0007
Si	-0.1219	0.0692	-0.1975
Si	-0.1955	-0.1154	-0.0228
Si	0.3111	0.0583	0.1417
O	0.0384	0.1536	0.1136
O	-0.0078	-0.0293	0.7038
O	-0.0232	-0.0425	0.4219
O	-0.0214	-0.1443	0.6174
O	0.0116	0.1183	0.7398
O	-0.0994	0.0259	0.5287
O	0.0377	0.256	0.5918
O	0.2941	-0.0948	0.5108
O	-0.1149	0.1018	0.5814
O	0.4163	-0.2507	0.6206
O	-0.1114	-0.4085	0.5673
O	0.3878	0.1374	0.4287
O	0.1277	-0.1431	-0.3086
O	-0.1517	-0.2368	-0.1979
O	0.1547	0.1599	-0.7033
O	-0.1404	0.1131	-0.7482
O	0.0534	0.1241	0.1918
O	0.1378	-0.0286	-0.3958
O	0.1938	-0.3873	-0.5962
O	0.1815	-0.1068	-0.3641
O	0.0403	0.0523	0.0219
O	0.1266	-0.128	-0.8552
O	-0.0122	0.2367	-0.0511
O	-0.2278	-0.1857	-0.6159
O	0.0622	0.0341	-0.9407
O	0.1207	-0.3562	0.1231
O	0.2296	0.3834	-0.4604
O	0.2302	0.1723	-0.0392
O	-0.0171	0.0769	0.1878
O	0.3952	-0.1046	-0.0697
O	-0.1448	0.0297	0.425
O	-0.2225	-0.0992	-0.1335
O	0.0042	0.0286	-0.0166
O	0.1305	-0.281	0.2431
O	-0.1667	-0.074	0.0776
O	-0.1929	-0.1258	0.1063
O	-0.1661	0.3565	-0.255
O	-0.0473	-0.1339	-0.8182
O	0.2704	-0.3464	0.1322
O	-0.1213	0.2945	-0.1723
O	-0.156	0.326	-0.1263
O	-0.0156	0.1953	0.0402
O	0.1282	-0.1422	0.177
O	-0.1621	-0.3915	-0.6785
